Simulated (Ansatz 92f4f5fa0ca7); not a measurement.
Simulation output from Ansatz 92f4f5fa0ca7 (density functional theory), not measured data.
Periodic cell of 216 atoms, Si120O64H32, with a vacuum gap, from a study of silicon, its oxide and their interface. The atomic structure is a simulated model.

Settings: functional r2SCAN; potential files Ansatz PAW; basis plane waves; wave-function cutoff 800 eV; density cutoff ratio 5; exchange-correlation grid ratio 1; k mesh 1 x 1 x 1, shifted by 0.5 0.5 0 of a step; self-consistency stop 1e-11 eV per atom in the density residual; occupations fixed; spin none; net charge 0; applied field sawtooth along c, amplitude -0.015 V/angstrom in the program's sign convention, ramp centred at 0.9875 of c and 0.0250 of c wide, no dipole correction.

Cell vectors (angstrom)
a, 10.887, 0, 0
b, 0, 10.887, 0
c, 0, 0, 39.9513

Atoms: element, x, y, z (angstrom)
Si, -2.7471, 0.0172, 29.1009
Si, 8.1452, 2.8599, 26.1537
Si, -9.3742, 1.4755, 27.6938
Si, 12.8615, 3.0004, 24.2367
Si, 9.6656, 0.0945, 21.9825
Si, 15.0517, 4.2031, 27.4666
Si, 2.8751, 5.6458, 28.8748
Si, 10.7112, 6.7586, 24.241
Si, 2.1904, 3.3969, 26.5032
Si, 8.264, 5.4153, 29.015
Si, 1.6746, -0.288, 20.9474
Si, 3.8322, 9.5082, 25.2435
Si, 5.3629, 2.7338, 28.9327
Si, 7.0514, 6.7053, 27.4951
Si, -0.2638, 6.9979, 17.1192
Si, 20.4407, 3.9596, 27.7321
Si, 0.0424, 2.6634, 29.0827
Si, 2.9405, 0.0576, 28.8902
Si, -0.0702, 8.2136, 28.9746
Si, 1.4045, 7.0432, 27.5881
Si, 1.5896, -2.0669, 25.793
Si, 10.3213, 1.2275, 24.6792
Si, 5.6372, 8.2251, 28.7617
Si, -1.319, 9.7487, 27.6644
Si, 1.4476, 4.1773, 30.2526
Si, 4.1089, 1.4002, 30.4052
Si, 1.4247, 9.585, 30.1938
Si, 4.2215, 6.944, 30.2217
Si, 6.8057, 4.0698, 30.2655
Si, 9.5305, 1.3653, 30.4031
Si, 6.8613, 9.4579, 30.3816
Si, 9.5615, 6.8035, 30.3848
Si, 0.048, -0.0141, 31.6406
Si, 2.719, 2.7765, 31.6944
Si, 0.0614, 5.4468, 31.694
Si, 2.7608, 8.2156, 31.5769
Si, 5.48, -0.0145, 31.7046
Si, 8.1491, 2.734, 31.6743
Si, 5.4695, 5.4803, 31.5936
Si, 8.1861, 8.1206, 31.7595
Si, 1.3343, 1.371, 33.0165
Si, 4.1156, 4.152, 32.9964
Si, 1.4279, 6.8486, 32.9969
Si, 4.0497, 9.5297, 33.0186
Si, 6.838, 1.3647, 33.0502
Si, 9.5233, 4.0619, 33.0164
Si, 6.7769, 6.7591, 33.0541
Si, 9.5814, 9.5273, 33.0215
Si, -0.043, 2.6819, 6.9474
Si, 2.6652, -0.0201, 6.9234
Si, 0.0371, 8.175, 6.9277
Si, 2.7535, 5.4839, 6.9398
Si, 5.4503, 2.7613, 6.9033
Si, 8.2047, -0.0154, 6.938
Si, 5.3645, 8.1183, 6.9296
Si, 8.1309, 5.3751, 6.9309
Si, 1.3516, 4.0841, 8.205
Si, 4.0343, 1.3923, 8.1598
Si, 1.3396, 9.5132, 8.3748
Si, 4.0359, 6.8143, 8.4171
Si, 6.7698, 4.065, 8.3669
Si, 9.5259, 1.3127, 8.3744
Si, 6.7619, 9.4922, 8.1827
Si, 9.517, 6.7665, 8.1691
Si, -0.0223, -0.0604, 9.7929
Si, 2.6704, 2.6887, 9.5432
Si, -0.0137, 5.4444, 9.5235
Si, 2.6463, 8.1686, 9.8269
Si, 5.3723, 0.01, 9.4442
Si, 8.1341, 2.6714, 9.7036
Si, 5.3755, 5.4059, 9.778
Si, 8.0721, 8.0424, 9.4697
Si, 1.4061, 1.3942, 11.0694
Si, 3.9541, 3.97, 11.0341
Si, 5.8305, 8.6809, 12.1636
Si, 4.0771, 9.6804, 10.9767
Si, 6.6765, 1.2649, 10.9124
Si, 9.5602, 4.1006, 10.9084
Si, 8.5341, 5.733, 12.2686
Si, 10.18, 7.515, 12.2345
Si, 0.3958, 3.1693, 12.2244
Si, 3.2269, 0.569, 12.3557
Si, -1.5021, 9.306, 10.8886
Si, 1.2235, 6.6945, 11.1209
Si, 4.8124, 2.3046, 20.6318
Si, 7.5507, -0.6276, 11.9587
Si, 13.5306, 6.1722, 17.6713
Si, 6.7886, 6.8033, 11.0528
Si, 4.8539, 8.3869, 14.2862
Si, 5.3827, -10.7758, 18.7941
Si, 3.781, 5.5468, 14.7703
Si, 3.5796, 8.6043, 19.3957
Si, 5.0135, 2.2503, 12.266
Si, 7.0643, 4.3693, 19.8872
Si, 2.1311, 4.8484, 12.3055
Si, 7.9218, 5.5221, 17.1667
Si, 20.8477, -30.033, 14.1046
Si, 5.9493, -5.7557, 26.1468
Si, -4.4576, 0.9605, 27.7924
Si, 8.1827, -6.5887, 14.1856
Si, -37.5759, 11.7138, 15.8367
Si, 42.194, 20.5214, 17.7146
Si, -3.1317, -1.1963, 20.2328
Si, -4.8765, 18.1131, 20.8942
Si, -20.6042, 13.1763, 19.0959
Si, 0.5894, 0.9822, 16.3695
Si, 20.6002, 24.7851, 20.7954
Si, 11.7012, 15.786, 22.1959
Si, -4.9106, 3.302, 14.2016
Si, -7.1218, 33.5109, 23.0227
Si, 8.3897, 10.8141, 13.9805
Si, 0.3213, -0.0652, 26.4348
Si, -8.4169, 14.9747, 19.8599
Si, 18.1473, 8.108, 16.0592
Si, 3.1179, -10.999, 14.6447
Si, 0.4721, -16.7087, 26.6598
Si, -12.1053, 29.9358, 14.404
Si, 8.1326, 7.8278, 25.6888
Si, 4.7218, 10.0589, 27.4815
Si, 16.5467, 7.3518, 24.0853
O, -5.3496, -5.0218, 24.7348
O, 1.049, -15.6388, 17.4265
O, 10.7415, 12.9818, 15.4421
O, 6.3696, -5.1731, 20.4542
O, 6.0888, 0.5023, 17.4042
O, 23.6159, -6.5606, 23.3081
O, 9.7427, -21.5791, 23.5848
O, -2.7814, -3.1861, 14.7173
O, 5.8085, -24.0097, 15.5952
O, 10.3654, 43.5214, 17.0358
O, 12.4768, 11.8741, 19.9688
O, -1.5666, 1.554, 21.3651
O, 14.3238, 9.1672, 14.5769
O, 12.5226, 5.1297, 20.8134
O, 20.0666, 13.2444, 25.0023
O, -1.8132, 23.1196, 13.6235
O, 6.2123, 2.3887, 15.542
O, -4.368, 10.671, 19.8928
O, 27.9416, -18.6823, 20.2808
O, -3.6958, 8.1723, 20.2938
O, -10.2056, 2.0346, 24.0141
O, 24.1484, 20.2084, 20.2228
O, 6.9527, -14.9608, 16.981
O, 21.456, -2.4862, 17.9248
O, 13.8756, -25.0427, 18.2747
O, -10.7961, 16.3089, 25.1038
O, 32.2889, 13.6281, 19.4067
O, -2.4764, 20.906, 21.6632
O, 18.1798, 37.209, 18.2865
O, -1.691, 7.1954, 24.6227
O, 29.8548, -6.0795, 15.7433
O, 3.2769, -8.6866, 23.7346
O, -24.4419, -12.6465, 16.883
O, -14.5811, 10.9589, 15.0763
O, -12.3864, -4.8194, 17.5843
O, 4.868, 15.2605, 14.7215
O, 15.3482, 11.389, 15.3427
O, 12.1889, 12.7232, 17.5447
O, -17.2724, 12.2283, 19.3618
O, 11.0425, -0.5764, 21.4285
O, 33.4807, -13.7751, 24.5728
O, -12.8403, -0.8826, 19.1612
O, -3.6455, -9.3497, 26.4742
O, 26.0078, 10.7298, 24.2091
O, 15.1955, -13.6293, 24.4754
O, -6.4015, -4.0582, 14.106
O, -7.2533, -18.3719, 20.7714
O, 2.4768, 5.147, 13.8978
O, -13.279, 14.9162, 20.5434
O, 2.5786, 0.0908, 22.2322
O, -2.155, 9.1645, 26.3599
O, 3.1066, 4.996, 18.6768
O, -11.1993, 18.3152, 15.5423
O, -6.3134, 29.5228, 20.3511
O, 21.8682, 6.2698, 22.7107
O, 26.6729, 1.3616, 21.9635
O, 7.0688, 4.0035, 25.6971
O, 9.5876, -1.0812, 14.5109
O, -4.0349, 19.0957, 24.7689
O, -7.5039, -15.8693, 16.2764
O, -4.9735, 7.265, 22.5046
O, 4.4232, 20.6109, 18.5891
O, -0.2658, -7.1453, 21.9044
O, 12.6503, -10.6847, 15.5183
H, 0.4925, 2.1723, 33.9489
H, 2.1377, 0.5312, 33.9489
H, 3.2846, 4.9645, 33.9288
H, 4.9204, 3.3135, 33.9288
H, 0.5868, 7.6507, 33.9294
H, 2.2377, 6.0149, 33.9294
H, 3.2138, 10.3371, 33.9511
H, 4.8419, 8.6793, 33.9511
H, 7.6557, 0.5389, 33.9826
H, 6.0188, 2.1892, 33.9826
H, 8.6779, 4.8593, 33.9489
H, 10.3269, 3.2222, 33.9489
H, 7.5897, 5.9283, 33.9866
H, 5.9395, 7.5649, 33.9866
H, 8.7498, 10.3392, 33.954
H, 10.4002, 8.7026, 33.954
H, -0.8465, 3.5216, 6.0149
H, 0.7989, 1.8806, 6.0149
H, 3.5011, -0.8275, 5.991
H, 1.8617, 0.8197, 5.991
H, -0.7818, 8.9997, 5.9952
H, 0.8781, 7.3729, 5.9952
H, 3.5845, 4.6713, 6.0073
H, 1.9438, 6.3175, 6.0073
H, 4.6455, 3.5998, 5.9708
H, 6.2694, 1.9369, 5.9708
H, 9.0362, -0.8274, 6.0055
H, 7.3869, 0.8104, 6.0055
H, 6.2019, 7.3124, 5.9971
H, 4.5723, 8.9687, 5.9971
H, 7.3181, 6.2058, 5.9985
H, 8.9764, 4.5777, 5.9985

Results
free energy: -113758.860 eV
free energy less fixed offsets of H -15.71, O -570.45, Si -639.56 eV per atom: -0.140 eV

Forces (eV/angstrom), in the order of the atoms: element, x, y, z
Si, -0.0085, -0.0174, -0.0056
Si, 0.0031, -0.0005, -0.0207
Si, -0.019, -0.0116, -0.0141
Si, 0.0069, -0.0068, -0.0535
Si, -0.0085, -0.0068, -0.074
Si, 0.0126, 0.0221, -0.0179
Si, -0.0243, -0.0271, 0
Si, 0.0043, -0.0013, -0.0458
Si, 0.0096, -0.0108, 0.0213
Si, 0.0207, 0.0211, 0.0033
Si, 0.0003, -0.0042, -0.048
Si, 0.0056, 0.0011, -0.0287
Si, -0.0305, -0.0255, 0.0074
Si, -0.0138, -0.0166, -0.0032
Si, -0.0085, 0.004, -0.0452
Si, -0.0055, -0.0118, -0.0138
Si, 0.0113, 0.0167, -0.0009
Si, 0.0178, 0.0292, 0.0107
Si, -0.0149, -0.0193, 0.0177
Si, 0.0065, -0.0014, -0.0109
Si, -0.0013, -0.0027, -0.0073
Si, -0.0045, -0.0088, -0.0323
Si, 0.0245, 0.0186, 0.0068
Si, 0.031, 0.0233, -0.0191
Si, 0.0004, 0.0054, 0.0168
Si, 0.0071, -0.0056, 0.0028
Si, 0.0013, 0.0122, 0.0231
Si, -0.0089, -0.0055, 0.0285
Si, 0.0138, 0.0078, 0.0354
Si, 0.0102, 0.0036, 0.0206
Si, -0.0056, 0.0096, 0.0293
Si, 0.0117, 0.007, 0.0123
Si, 0.0288, -0.0327, 0.2123
Si, 0.0103, -0.0047, 0.1347
Si, -0.0081, -0.0067, 0.1168
Si, -0.009, -0.0311, 0.1976
Si, -0.0273, 0.0165, 0.1387
Si, -0.0135, 0.0244, 0.2236
Si, -0.0232, -0.0122, 0.2035
Si, 0.0309, -0.0254, 0.156
Si, 0.1353, 0.1774, 0.2914
Si, -0.1711, -0.1753, 0.2083
Si, -0.0729, -0.1557, 0.1126
Si, 0.1536, 0.1585, 0.3077
Si, -0.1103, -0.1266, 0.3667
Si, 0.1717, 0.2404, 0.2585
Si, 0.2463, 0.0882, 0.3772
Si, -0.0134, -0.2262, 0.3624
Si, 0.1812, 0.0974, -0.2528
Si, 0.0422, 0.0337, -0.3117
Si, -0.2298, -0.0065, -0.312
Si, -0.1759, -0.129, -0.1858
Si, -0.1148, -0.0623, -0.3568
Si, -0.1779, -0.1325, -0.2972
Si, 0.0951, 0.1648, -0.2858
Si, 0.0565, 0.096, -0.4247
Si, -0.0006, -0.0131, -0.1354
Si, 0.0103, -0.0073, -0.1559
Si, 0.0211, -0.0016, -0.1925
Si, -0.002, -0.0046, -0.1882
Si, -0.0306, 0.045, -0.1978
Si, 0.0059, 0.0102, -0.2011
Si, 0.0041, 0.0103, -0.1358
Si, -0.0052, 0.0114, -0.1474
Si, -0.0069, -0.0038, -0.0345
Si, 0.0137, 0.0141, -0.0024
Si, -0.0097, -0.0065, -0.0015
Si, -0.009, -0.0041, -0.0432
Si, -0.0185, -0.0313, 0.0038
Si, 0.0033, 0.0021, -0.0353
Si, 0.0006, -0.0195, -0.0501
Si, -0.007, 0.0041, 0.0085
Si, 0.0288, 0.0292, -0.0178
Si, -0.0294, -0.0333, 0.0026
Si, -0.0115, -0.0051, 0.0111
Si, 0.041, 0.0341, -0.011
Si, -0.0391, -0.0277, -0.0123
Si, 0.0255, 0.0335, -0.007
Si, -0.0038, -0.0088, 0.0032
Si, 0.0069, 0.0025, 0.0145
Si, -0.0078, -0.0095, 0.0022
Si, -0.0062, -0.0122, 0.0121
Si, -0.0364, -0.0293, -0.0187
Si, -0.0315, -0.035, -0.0018
Si, 0.0039, 0.0038, -0.0456
Si, 0.0077, 0.0025, 0.0078
Si, -0.0012, 0.0006, -0.0617
Si, 0.0348, 0.0398, -0.0103
Si, 0.0073, 0.0042, -0.0372
Si, 0.0108, 0.0014, -0.0565
Si, 0.0046, -0.012, -0.0549
Si, 0.0021, -0.0037, -0.0505
Si, 0.0037, 0.0158, 0.0077
Si, 0.0023, 0.0025, -0.0493
Si, 0.0024, -0.0005, -0.0122
Si, 0.0039, 0.0026, -0.0683
Si, 0.0055, 0.01, -0.024
Si, -0.008, 0.0034, -0.0198
Si, 0.0167, 0.0177, -0.0058
Si, -0.0003, 0.0036, -0.0261
Si, 0.0006, 0.012, -0.0529
Si, 0.0029, -0.0048, -0.054
Si, 0.0023, 0.0059, -0.0576
Si, 0.0019, -0.0006, -0.0651
Si, 0.0009, -0.003, -0.0507
Si, -0.0014, -0.0031, -0.0619
Si, -0.0059, 0.0018, -0.0499
Si, -0.0021, -0.0086, -0.0573
Si, -0.0002, -0.0075, -0.0337
Si, 0.0022, 0, -0.0577
Si, -0.005, -0.0031, -0.0277
Si, -0.0089, 0.0031, -0.0028
Si, 0.0044, 0.0041, -0.046
Si, -0.0107, 0.0002, -0.0532
Si, -0.0001, -0.0027, -0.0441
Si, -0.0144, 0.0176, 0.0004
Si, 0.0085, 0.0033, -0.0438
Si, -0.0033, 0.0062, -0.0331
Si, -0.0124, -0.0096, -0.0021
Si, 0.0025, -0.0039, -0.0337
O, 0.0019, -0.0103, 0.0239
O, 0.0113, -0.0045, 0.0138
O, 0.0101, -0.0158, 0.0356
O, -0.0038, 0.01, 0.0161
O, -0.0073, -0.0054, 0.0532
O, 0.0061, -0.0139, 0.0373
O, 0.0096, 0.0082, 0.0304
O, -0.0064, 0.0011, 0.0209
O, 0.0125, -0.0017, 0.0295
O, -0.0071, -0.006, 0.0162
O, 0.0014, -0.0132, 0.0259
O, 0.0018, -0.0083, 0.0226
O, -0.002, -0.0064, 0.0172
O, -0.013, 0.008, 0.0371
O, -0.0054, 0.0081, 0.0204
O, 0.0036, 0.0014, 0.0038
O, -0.0002, -0.0146, 0.0311
O, 0.0078, -0.005, 0.0226
O, -0.0045, -0.0043, 0.0163
O, -0.0035, -0.0041, 0.015
O, 0.0041, 0.0049, 0.0198
O, -0.0088, 0.0102, 0.027
O, 0.0016, -0.0066, 0.0211
O, 0.0017, 0.0047, 0.0151
O, 0.0055, 0.0119, 0.0258
O, 0.0044, -0.0114, 0.0351
O, -0.0075, 0.0039, 0.0194
O, 0.009, 0.0049, 0.0275
O, -0.0065, -0.0091, 0.0457
O, -0.0098, 0.0004, 0.0249
O, -0.0033, 0.0137, 0.0509
O, -0.0117, 0.011, 0.0269
O, 0.008, 0.0082, 0.0289
O, -0.0127, 0.0022, 0.0332
O, 0.0027, -0.0009, 0.0251
O, -0.0077, 0.0138, 0.0172
O, 0.0115, 0.0046, 0.0204
O, 0.0066, 0.0169, 0.0527
O, -0.0041, 0.01, 0.0291
O, -0.0061, 0.0021, 0.018
O, 0.0104, 0.0064, 0.0181
O, -0.0129, 0.0025, 0.0342
O, -0.0037, -0.0072, 0.0114
O, 0.0001, -0.01, 0.0282
O, -0.0061, 0.0034, 0.0128
O, -0.0118, -0.0107, 0.0217
O, 0.0052, -0.0032, 0.0103
O, 0.0119, 0.0112, 0.0264
O, 0.011, -0.0076, 0.0212
O, 0.014, 0.0083, 0.0334
O, -0.0049, -0.0025, 0.0183
O, -0.0026, -0.0164, 0.0297
O, 0.0061, -0.0097, 0.0451
O, 0.0089, -0.0063, 0.0244
O, -0.0059, 0.0116, 0.0307
O, -0.0091, -0.0102, 0.0351
O, 0.0002, 0.0023, 0.0012
O, 0.0019, 0.0008, 0.0286
O, 0.0156, -0.0018, 0.0244
O, -0.0111, 0.0066, 0.0404
O, -0.0053, 0.0021, 0.0591
O, -0.0034, -0.0035, 0.0215
O, 0.0099, 0.0095, 0.0237
O, -0.0205, 0.0066, 0.0307
H, 0.3154, -0.3704, -0.251
H, -0.1974, 0.3761, -0.2667
H, 0.4076, -0.2924, -0.2371
H, -0.1434, 0.3204, -0.2987
H, 0.3896, -0.1998, -0.2969
H, -0.2401, 0.4298, -0.2543
H, 0.3154, -0.29, -0.2597
H, -0.2688, 0.2486, -0.2725
H, -0.2301, 0.3463, -0.2431
H, 0.2024, -0.2933, -0.2437
H, 0.3855, -0.18, -0.2696
H, -0.3556, 0.3175, -0.254
H, -0.3654, 0.2484, -0.218
H, 0.2348, -0.2658, -0.2774
H, 0.3514, -0.1742, -0.2905
H, -0.3233, 0.348, -0.195
H, 0.1763, -0.453, 0.2895
H, -0.3979, 0.2341, 0.2705
H, -0.3754, 0.2016, 0.271
H, 0.1394, -0.5006, 0.2367
H, 0.3977, -0.2501, 0.2402
H, -0.2635, 0.3695, 0.2873
H, -0.199, 0.4019, 0.31
H, 0.3648, -0.2899, 0.2708
H, 0.4158, -0.2517, 0.2272
H, -0.1644, 0.281, 0.2841
H, -0.2925, 0.3618, 0.2651
H, 0.3144, -0.1387, 0.2822
H, -0.4029, 0.0733, 0.2891
H, 0.1409, -0.4551, 0.2554
H, 0.1827, -0.3147, 0.2611
H, -0.5269, 0.1435, 0.2233

The program warned: the cutoff lies below the one the program advises for these potential files; the forces do not sum to zero within the program's tolerance; empty levels may hold ghost states of the PAW files; the exchange-correlation potential is rough where the density is thin.
